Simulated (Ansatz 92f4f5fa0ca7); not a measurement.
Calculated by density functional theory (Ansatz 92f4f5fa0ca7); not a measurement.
Periodic cell of 455 atoms, Si304O151, from a study of silicon, its oxide and their interface. The atomic structure is a simulated model.
Doubt: the cutoff is far below the 930 eV that the study's wrapper takes by default for these files, so forces and energies are approximate.

Settings
functional: PBE
potential files: Ansatz PAW
basis: plane waves
wave-function cutoff: 580 eV
density cutoff ratio: 5
exchange-correlation grid ratio: 1
k mesh: 1 x 1 x 1, Gamma-centred
self-consistency stop: 5e-08 eV per atom in the density residual
occupations: fixed
spin: none
net charge: 0

Cell vectors (angstrom)
a 15.4691 0 0
b 0 15.4691 0
c 4.64 -6.0806 34.1297

Atoms and the computed forces on them: element, x, y, z (angstrom), force x, y, z (eV/angstrom)
Si 12.968 -6.077 23.919 0.004 0 0
Si 13.206 -10.135 23.997 0.003 0.005 0.028
Si 5.241 -6.445 23.464 -0.006 -0.01 -0.014
Si 5.195 -2.063 23.99 -0.012 -0.005 0.003
Si 4.896 -13.74 23.88 -0.02 -0.009 -0.016
Si 5.184 -9.975 24.085 -0.02 -0.011 -0.02
Si 8.349 -6.094 23.948 0.007 0.006 -0.01
Si 7.641 -2.205 23.931 0.004 0 0.009
Si 8.079 -13.861 23.897 0.017 0.01 -0.018
Si 8.295 -9.934 24.14 0.025 -0.01 -0.028
Si 12.732 -2.252 23.975 -0.033 0.002 -0.001
Si 12.994 -13.724 24.19 0.001 -0.006 0.01
Si 0.012 -6.14 23.816 0.007 0.003 0
Si 0.399 -2.248 23.905 0.025 0.002 -0.009
Si -0.051 -13.876 24.023 0.003 0.005 -0.001
Si 0.192 -9.973 23.927 -0.009 -0.004 0.008
Si 4.613 -3.975 25.204 0.014 0.026 0.026
Si 4.622 -0.183 25.245 0.005 0.009 0.006
Si 4.699 -11.897 25.305 -0.004 0.006 0.01
Si 4.785 -7.992 25.213 -0.013 0.007 -0.002
Si 8.397 -4.098 25.189 0.006 -0.001 0.009
Si 8.381 -0.326 25.201 0.006 -0.001 0.005
Si 8.546 -11.959 25.273 -0.002 -0.009 0.021
Si 8.549 -7.97 25.366 0.01 0.006 0.009
Si 12.427 -4.196 25.278 -0.011 0.001 0.013
Si 12.374 -0.28 25.236 -0.004 0.003 0.01
Si 12.55 -11.847 25.496 0.004 0.006 0.009
Si 12.48 -8.098 25.085 0.005 -0.001 0.005
Si 0.673 -4.238 25.15 0.002 -0.013 0.003
Si 0.667 -0.305 25.235 -0.004 0.007 0.018
Si 0.71 -11.924 25.189 -0.001 -0.015 0.01
Si 0.688 -8.014 25.145 -0.007 0.016 0.018
Si 2.644 -4.132 26.509 -0.007 0.005 0.008
Si 2.649 -0.251 26.546 0.004 -0.005 0.006
Si 2.688 -11.88 26.533 -0.003 0.004 0.01
Si 2.721 -7.968 26.442 0.002 -0.008 0
Si 6.519 -4.171 26.63 -0.001 -0.002 0.001
Si 6.525 -0.23 26.668 -0.007 -0.002 0.014
Si 6.624 -11.918 26.686 0.008 -0.003 0.013
Si 6.613 -7.97 26.706 0.001 0.002 0.036
Si 10.4 -4.136 26.523 0.003 0.002 0
Si 10.383 -0.298 26.525 0 0.002 0.003
Si 10.481 -11.899 26.628 0.001 0.005 0.005
Si 10.557 -8.031 26.551 0.002 -0.005 0.01
Si 14.318 -4.158 26.672 0 -0.007 0.02
Si 14.268 -0.327 26.683 0.005 0.004 0.006
Si 14.444 -11.877 26.813 0.003 0.003 0.01
Si 14.312 -8.046 26.627 0.008 -0.004 -0.001
Si 2.709 -6.071 27.895 -0.002 0.006 0.002
Si 2.656 -2.203 27.918 0.001 0.002 -0.001
Si 2.703 1.671 27.942 -0.002 -0.001 -0.001
Si 2.706 -9.909 27.877 -0.001 -0.004 0.004
Si 6.571 -6.055 28.047 0.001 -0.007 -0.004
Si 6.529 -2.208 27.971 -0.005 0.006 0.001
Si 6.589 1.655 28.06 0.004 -0.001 0
Si 6.589 -9.947 28.002 -0.003 0.002 0.002
Si 10.46 -6.078 27.916 0 0.002 -0.002
Si 10.418 -2.219 27.927 0.001 -0.003 0.007
Si 10.449 1.618 27.953 0.001 0 0.002
Si 10.463 -9.943 27.964 0.002 -0.003 0.005
Si 14.31 -6.106 27.992 0.004 0.008 -0.005
Si 14.286 -2.24 28.038 -0.006 0.001 0.004
Si 14.34 1.608 28.05 0.004 0.002 -0.006
Si 14.348 -9.917 28.067 -0.006 -0.004 -0.005
Si 4.61 -6.078 29.342 0.007 -0.004 0.004
Si 4.596 -2.215 29.325 0.005 0 -0.002
Si 4.623 1.655 29.35 0.006 0.002 0.002
Si 4.624 -9.947 29.317 0.007 0.002 0
Si 8.539 -6.082 29.34 -0.003 -0.003 0.004
Si 8.487 -2.214 29.322 -0.001 -0.003 0
Si 8.539 1.65 29.363 -0.01 0.003 -0.002
Si 8.528 -9.941 29.347 -0.002 0.001 -0.001
Si 12.368 -6.073 29.336 0.002 0 0.006
Si 12.332 -2.218 29.346 0.006 0.001 -0.002
Si 12.372 1.643 29.349 0.003 -0.002 0.002
Si 12.377 -9.95 29.359 0.006 -0.001 -0.002
Si 0.793 -6.088 29.324 -0.007 -0.002 0.008
Si 0.769 -2.21 29.352 -0.002 -0.003 0
Si 0.806 1.643 29.366 -0.008 0 0.001
Si 0.827 -9.927 29.353 -0.002 0.003 -0.002
Si 0 1.934 2.05 0.041 -0.014 0.023
Si 0 5.801 2.05 -0.018 -0.136 -0.02
Si 0 -5.801 2.05 0.014 0.126 -0.029
Si 0 -1.934 2.05 0.029 -0.014 0.002
Si 3.867 1.934 2.05 0.013 0.023 0.029
Si 3.867 5.801 2.05 0.023 -0.087 -0.006
Si 3.867 -5.801 2.05 -0.007 0.113 -0.009
Si 3.867 -1.934 2.05 0.01 0.03 0.03
Si 7.734 1.934 2.05 0.03 0.054 0.011
Si 7.734 5.801 2.05 0.034 -0.119 -0.009
Si 7.734 -5.801 2.05 -0.001 0.003 -0.036
Si 7.734 -1.934 2.05 0.015 0.017 0.005
Si -3.867 1.934 2.05 -0.046 0.093 -0.012
Si -3.867 5.801 2.05 -0.039 -0.07 -0.016
Si -3.867 -5.801 2.05 -0.059 0.019 -0.023
Si -3.867 -1.934 2.05 -0.058 -0.013 0.003
Si -1.934 1.934 3.417 -0.026 -0.012 0.425
Si -1.934 5.801 3.417 0.163 -0.212 -0.184
Si -1.934 -5.801 3.417 0.096 0.339 -0.102
Si -1.934 -1.934 3.417 0.052 0.062 0.399
Si 1.934 1.934 3.417 -0.127 0.217 0.288
Si 1.934 5.801 3.417 -0.055 -0.191 0.203
Si 1.934 -5.801 3.417 -0.086 -0.151 -0.277
Si 1.934 -1.934 3.417 -0.172 -0.052 0.157
Si 5.801 1.934 3.417 -0.071 -0.07 0.223
Si 5.801 5.801 3.417 -0.176 -0.359 -0.232
Si 5.801 -5.801 3.417 0.048 0.319 -0.423
Si 5.801 -1.934 3.417 -0.023 -0.016 0.176
Si 9.668 1.934 3.417 0.117 0.32 -0.246
Si 9.668 5.801 3.417 0.041 -0.236 -0.348
Si 9.668 -5.801 3.417 0.051 0.157 -0.642
Si 9.668 -1.934 3.417 0.104 -0.069 -0.008
Si -1.959 0.003 4.855 -0.003 -0.004 0.002
Si -1.928 3.882 4.819 -0.008 -0.004 0.004
Si -1.843 -7.733 4.71 -0.009 -0.003 0.008
Si -1.935 -3.86 4.832 -0.002 0.003 0.001
Si 1.883 0.008 4.788 0.004 -0.002 0.001
Si 1.899 3.872 4.864 0.001 0.002 0.004
Si 1.935 -7.734 4.77 0 0.005 0.007
Si 1.933 -3.901 4.768 0.003 0.013 0.006
Si 5.792 -0.007 4.82 0.001 -0.004 0.006
Si 5.744 3.858 4.814 0.008 -0.001 0.002
Si 5.772 -7.731 4.685 0.003 0.001 -0.001
Si 5.842 -3.876 4.796 -0.001 0.009 0.006
Si 9.696 0.03 4.737 -0.002 -0.007 -0.002
Si 9.665 3.878 4.797 0 -0.001 0.01
Si 9.704 -7.728 4.687 0.006 0.005 0.011
Si 9.69 -3.893 4.764 0.002 0.005 0.001
Si -0.015 0.079 6.242 -0.005 0.007 0.008
Si -0.053 3.937 6.297 -0.001 0.001 0
Si 0.016 -7.731 6.161 -0.002 0.006 0.004
Si 0.037 -3.935 6.18 0.003 -0.005 0.004
Si 3.794 -0.069 6.155 0.002 -0.003 -0.01
Si 3.826 3.786 6.271 0.001 -0.009 0.003
Si 3.894 -7.784 6.067 0.001 -0.003 -0.005
Si 3.877 -4.025 6.096 -0.001 -0.006 -0.008
Si 7.806 0.031 6.113 -0.004 -0.002 -0.004
Si 7.705 3.882 6.131 -0.003 0.005 -0.004
Si 7.729 -7.693 5.915 -0.002 -0.006 0.002
Si 7.798 -3.839 6.172 -0.006 -0.003 -0.011
Si -3.942 0.061 6.224 -0.001 -0.009 -0.002
Si -3.869 3.937 6.182 0 -0.014 -0.01
Si -3.792 -7.678 5.941 0.003 -0.012 -0.011
Si -3.901 -3.817 6.199 0 -0.002 0
Si -0.148 2.034 7.72 0.004 -0.003 -0.006
Si -0.039 5.915 7.692 -0.005 0.006 -0.002
Si 0.053 -5.869 7.634 -0.001 -0.005 -0.014
Si 0.17 -1.962 7.463 -0.014 -0.008 -0.019
Si 3.709 1.778 7.642 0 0.007 -0.005
Si 3.868 5.823 7.518 -0.007 0.009 -0.004
Si 3.957 -5.936 7.535 -0.005 0 0.003
Si 3.902 -2.108 7.393 0.021 -0.004 -0.017
Si 7.704 1.959 7.502 0.004 0.002 -0.011
Si 7.701 5.923 7.312 0.002 0.008 -0.008
Si 7.797 -5.871 7.38 0.02 -0.011 0.007
Si 8.457 -1.881 7.366 -0.004 0.005 -0.006
Si -4.003 2.039 7.581 0.001 0.01 -0.01
Si -3.837 5.983 7.39 0 0.026 -0.002
Si -3.797 -5.857 7.401 -0.003 0.002 0.008
Si -4.559 -1.884 7.462 0.009 0 -0.009
Si -2.055 6.597 8.848 0.001 -0.013 -0.008
Si -1.96 -6.418 8.807 -0.005 0.005 -0.014
Si 2.075 -2.282 8.859 -0.012 -0.003 0.037
Si 1.767 2.039 9.109 -0.004 0.014 0.009
Si 2.003 6.477 8.827 0.002 -0.012 0.001
Si 2.04 -6.574 8.779 0.003 0.011 -0.01
Si 5.764 1.571 8.765 0.002 0.014 0.003
Si 5.846 6.499 8.634 0.021 0.01 -0.021
Si 5.968 -6.539 8.696 -0.006 -0.011 -0.023
Si -2.188 1.762 9.042 -0.004 -0.004 0.001
Si -5.838 6.586 8.453 -0.004 -0.005 0.029
Si -5.735 -6.501 8.565 -0.009 0.002 0.002
Si -5.925 2.252 8.971 -0.004 0.01 0.018
Si -5.821 5.266 10.316 -0.001 0.024 -0.042
Si -5.491 -5.14 10.448 -0.008 -0.025 -0.019
Si 4.64 -8.014 30.711 -0.138 -0.028 -0.109
Si 4.64 -4.147 30.711 -0.201 0.031 -0.068
Si 4.64 -0.28 30.711 -0.168 -0.065 -0.057
Si 4.64 -11.881 30.711 -0.166 0.081 -0.075
Si 8.507 -8.014 30.711 0.081 0.057 0.024
Si 8.507 -4.147 30.711 0.114 0.021 -0.091
Si 8.507 -0.28 30.711 0.077 -0.115 0.01
Si 8.507 -11.881 30.711 0.15 0.051 0.032
Si 12.374 -8.014 30.711 -0.113 0.087 0.003
Si 12.374 -4.147 30.711 -0.106 -0.025 0.032
Si 12.374 -0.28 30.711 -0.082 -0.07 0.058
Si 12.374 -11.881 30.711 -0.061 -0.073 0.044
Si 0.773 -8.014 30.711 0.24 0.142 0.09
Si 0.773 -4.147 30.711 0.098 -0.096 -0.079
Si 0.773 -0.28 30.711 0.169 -0.069 0.177
Si 0.773 -11.881 30.711 0.159 0.062 -0.022
Si 6.574 -8.014 32.078 0.01 -0.001 -0.044
Si 6.574 -4.147 32.078 0.015 -0.008 -0.049
Si 6.574 -0.28 32.078 0.012 -0.016 -0.04
Si 6.574 -11.881 32.078 0.001 0.018 -0.027
Si 10.441 -8.014 32.078 -0.011 -0.005 0.021
Si 10.441 -4.147 32.078 0.002 0.021 0.026
Si 10.441 -0.28 32.078 -0.007 -0.034 0.027
Si 10.441 -11.881 32.078 -0.02 0.003 0.039
Si -1.161 -8.014 32.078 -0.002 0.004 -0.032
Si -1.161 -4.147 32.078 0 0.018 -0.025
Si -1.161 -0.28 32.078 0.004 -0.008 -0.014
Si -1.161 -11.881 32.078 -0.02 0.008 -0.018
Si 2.706 -8.014 32.078 -0.018 0.016 0.043
Si 2.706 -4.147 32.078 0.021 0.011 0.039
Si 2.706 -0.28 32.078 -0.005 -0.045 0.044
Si 2.706 -11.881 32.078 -0.002 0.004 0.048
Si 6.574 -6.081 33.445 -0.024 -0.007 -0.001
Si 6.574 -2.213 33.445 -0.004 -0.037 0.002
Si 6.574 1.654 33.445 -0.016 0.013 0.01
Si 6.574 -9.948 33.445 -0.007 0.055 -0.002
Si 10.441 -6.081 33.445 -0.013 0.005 -0.006
Si 10.441 -2.213 33.445 0.031 -0.004 0.003
Si 10.441 1.654 33.445 0.001 -0.014 -0.005
Si 10.441 -9.948 33.445 0.025 0.034 0.009
Si -1.161 -6.081 33.445 -0.002 0.004 -0.002
Si -1.161 -2.213 33.445 0.017 -0.01 0.015
Si -1.161 1.654 33.445 0.01 -0.031 0.005
Si -1.161 -9.948 33.445 -0.009 0.016 0.014
Si 2.706 -6.081 33.445 0.018 -0.01 -0.01
Si 2.706 -2.213 33.445 -0.013 0.006 -0.006
Si 2.706 1.654 33.445 0 -0.022 -0.013
Si 2.706 -9.948 33.445 -0.005 0.02 -0.007
Si 0 0 0.683 -0.012 0.013 0.015
Si 0 3.867 0.683 -0.01 0.019 -0.015
Si 0 7.734 0.683 -0.041 0.018 0.008
Si 0 -3.867 0.683 -0.011 -0.044 -0.022
Si 3.867 0 0.683 -0.018 -0.003 0.012
Si 3.867 3.867 0.683 -0.011 0.021 -0.016
Si 3.867 7.734 0.683 0.012 0.012 0
Si 3.867 -3.867 0.683 -0.047 -0.049 -0.014
Si 7.734 0 0.683 -0.011 0 0.013
Si 7.734 3.867 0.683 -0.033 0.013 -0.011
Si 7.734 7.734 0.683 -0.027 0.042 -0.002
Si 7.734 -3.867 0.683 -0.024 -0.036 0.002
Si -3.867 0 0.683 0.053 0.004 0.014
Si -3.867 3.867 0.683 0.078 0.001 -0.014
Si -3.867 7.734 0.683 0.039 0.021 0.001
Si -3.867 -3.867 0.683 0.076 -0.028 -0.008
Si 0.857 -6.119 21.56 0.007 0.006 -0.005
Si 1.721 -3.031 21.17 -0.002 0.001 -0.004
Si 0.421 -13.831 21.716 0.009 -0.001 -0.004
Si 1.265 -10.822 21.127 0.007 -0.011 -0.01
Si 3.738 -7.225 20.747 0.008 -0.004 -0.002
Si 4.488 -1.971 21.713 0.001 0.001 -0.005
Si 4.263 -10.207 21.126 0.005 0.004 0.008
Si 7.087 -11.421 20.023 0 -0.001 0.003
Si 11.265 -7.996 19.872 -0.007 0.002 0.007
Si 7.37 -1.762 20.921 -0.005 -0.006 -0.007
Si 8.285 -14.241 20.912 -0.001 0.002 0.009
Si 9.719 -10.31 21.396 -0.003 -0.001 0.006
Si 11.294 -2.699 21.144 -0.002 -0.001 0.007
Si 13.372 -13.904 19.93 -0.004 0.006 0.002
Si 10.689 -5.671 21.738 -0.002 0.002 -0.003
Si 12.109 -12.016 21.789 -0.012 -0.005 -0.001
Si -1.542 -1.283 9.834 0.013 0.005 -0.008
Si -1.764 -4.732 14.361 -0.01 -0.004 -0.01
Si 6.267 -1.517 9.31 -0.005 -0.011 0.01
Si -4.25 -2.274 9.792 0.005 -0.001 -0.007
Si 2.345 0.211 13.83 -0.001 -0.004 -0.013
Si 0.738 -7.953 14.445 -0.002 -0.005 -0.008
Si 2.575 -4.077 16.521 0.002 -0.006 0.006
Si 1.135 -4.804 13.798 0.005 -0.001 -0.013
Si 2.388 -4.559 10.874 0.004 -0.002 -0.009
Si 7.592 0.577 13.068 -0.009 0.011 -0.012
Si 4.577 -11.653 16.026 0.001 0.01 -0.008
Si 5.152 -3.299 11.699 0.008 0 -0.018
Si 11.513 -3.349 15.958 -0.003 -0.004 -0.001
Si -5.386 0.116 11.325 0.002 0.01 -0.005
Si 7.156 -5.47 11.5 0.004 -0.008 -0.002
Si 1.928 4.512 11.071 -0.001 0 -0.017
Si 3.431 -14.446 21.178 -0.003 0.002 -0.008
Si -2.885 -9.241 11.075 0.004 0 0.006
Si 1.322 -15.244 16.774 0 0.002 0.007
Si 5.148 -1.214 13.851 0 -0.001 -0.005
Si -0.476 5.174 12.772 -0.006 0.003 -0.02
Si -3.258 2.144 11.941 -0.007 0.002 -0.007
Si 9.216 -5.166 16.624 0 -0.002 -0.001
Si 0.553 -2.463 18.305 0.003 0 0.002
Si 6.256 -5.892 15.798 0.006 -0.002 -0.002
Si 3.163 -13.347 18.285 0.002 -0.006 0.011
Si 7.929 -2.85 18.057 -0.002 0.001 0.004
Si 0.927 -11.033 18.268 0.001 0.002 0.002
Si 8.933 -13.764 15.537 0.018 -0.009 -0.006
Si -4.786 3.751 13.853 -0.006 0.001 -0.008
Si 4.021 -6.601 17.776 0.003 -0.001 0.001
Si 10.075 -0.931 16.859 -0.002 0.009 -0.004
Si 7.495 -11.481 16.875 0 0.007 0
Si 5.932 2.664 11.587 0.003 0.008 -0.01
Si 14.048 -7.056 16.448 0.003 -0.004 -0.006
Si -2.968 -6.189 11.731 -0.001 -0.004 -0.009
Si 13.084 -3.66 18.755 -0.003 0 0.004
Si 10.975 -7.785 16.919 -0.002 0.004 -0.004
Si 5.377 -3.021 16.272 0.007 -0.001 -0.003
Si 3.426 2.864 13.179 0.006 0.018 -0.008
Si -2 3.282 14.402 -0.003 0 -0.006
Si 7.006 -7.683 13.578 0.002 -0.004 -0.01
Si 2.72 -9.159 16.485 0.005 0.001 0
Si 10.755 -15.586 19.773 -0.006 -0.005 0.002
Si 14.001 -6.648 19.424 -0.002 -0.001 -0.002
Si 6.748 5.585 11.55 -0.002 -0.001 -0.006
Si -0.97 -13.095 17.163 0 -0.002 -0.002
Si 1.243 -0.419 11.012 0.004 -0.004 -0.004
Si 9.143 -9.475 15.103 0.001 -0.003 -0.007
O 2.194 -7.02 21.25 -0.005 0.003 0.005
O 1.251 -2.19 22.493 0.007 -0.004 -0.007
O 3.354 -3.047 21.215 -0.005 0 0.008
O 1.809 -14.579 21.291 -0.003 0.002 0.006
O 5.613 -10.966 20.596 0.003 -0.002 -0.001
O 0.857 -9.854 22.384 0.003 -0.001 -0.01
O 6.854 -6.216 23.253 0.008 -0.004 0.007
O 4.712 -6.776 21.962 -0.003 -0.002 0.006
O 4.017 -13.617 22.475 0.011 0.004 0.02
O 6.488 -13.766 23.441 0.005 -0.002 0.007
O 4.292 -9.919 22.72 -0.002 0.002 0.007
O 6.752 -9.99 23.54 -0.011 0.005 0.005
O 10.58 -6.606 20.404 0.004 -0.003 0.004
O 10.386 -1.411 20.707 0.004 0.002 -0.001
O 8.093 -2.236 22.319 0.001 -0.001 -0.006
O 8.844 -13.976 22.436 -0.003 -0.006 0.007
O 12.197 -14.988 20.21 0.001 0 0.003
O 10.538 -11.727 21.433 0.003 0 0.002
O 12.156 -5.911 22.456 -0.003 -0.001 0
O 11.834 -2.31 22.618 -0.001 -0.003 0.002
O 14.288 -2.219 23.432 0.004 -0.002 -0.01
O 12.226 -13.341 22.752 -0.001 -0.001 -0.008
O 12.742 -10.664 22.475 -0.004 0 -0.02
O 4.496 -5.071 23.951 -0.007 -0.011 -0.007
O 1.359 1.103 10.425 0.002 -0.015 0.002
O 5.415 -2.166 8.084 -0.008 -0.009 -0.001
O 7.836 -1.767 8.922 0.006 0 0.012
O 8.167 -8.367 14.464 0.005 -0.005 0.011
O -3.356 4.194 14.499 -0.004 -0.003 0.008
O 8.694 -4.288 17.903 0.002 -0.001 0
O 6.185 -11.523 15.917 -0.013 -0.004 0.007
O 1.51 -9.96 17.21 -0.005 -0.006 0.01
O 0.696 -10.261 19.697 0.001 -0.005 0.007
O 5.843 -2.329 20.881 0.002 0 0.001
O 4.062 -8.781 20.361 -0.002 0 0.005
O 8.052 -2.44 19.616 -0.002 0.001 0.004
O 3.814 -13.741 19.742 -0.003 0.001 0
O 10.167 -6.389 17.071 0.001 0 0.005
O 10.806 -8.465 18.384 0 -0.003 -0.002
O -5.428 2.545 14.716 -0.011 -0.002 0.005
O -2.169 2.199 13.166 0.001 -0.003 0.008
O 12.453 -2.832 20.007 0.002 -0.001 0
O -2.857 -3.597 14.778 0.001 0 0.007
O -0.775 -14.417 20.752 -0.003 -0.002 0.003
O 12.915 -12.404 20.422 0.008 -0.006 -0.003
O -0.262 -1.044 10.819 0.011 0 0.005
O -2.745 -2.169 10.483 -0.013 -0.001 -0.001
O -0.701 4.231 14.095 0.001 -0.002 0.01
O -2.115 -5.803 10.373 0 0 0.005
O 2.123 3.493 9.806 0.001 0.001 0.004
O -1.138 -2.111 8.49 0.005 0.002 0.012
O -4.379 5.542 11.062 -0.005 -0.004 0.011
O 4.579 -2.454 12.958 -0.002 0.001 0.011
O 2.192 -9.476 10.428 -0.001 -0.004 0.01
O 13.977 -5.607 15.714 0 -0.002 0.005
O -3.02 -7.805 11.842 -0.001 0.002 0.003
O 5.911 0.069 9.468 -0.002 0.006 0.011
O 5.953 -9.548 10.179 -0.001 -0.007 0.02
O 6.272 -8.82 12.686 0.003 0.006 0.006
O 6.275 -6.115 10.282 0.002 0.006 0.02
O 13.302 -5.18 19.298 0.003 0.001 0.004
O 9.531 3.72 9.739 0 -0.022 0.001
O -1.936 5.353 12.074 0.007 0 0.005
O 11.081 -1.782 15.901 0.001 0.004 0.008
O 2.881 -11.062 20.942 -0.012 0.003 0.004
O 8.503 -4.705 10.999 0.008 0.007 0.005
O 6.448 -0.573 13.121 0.013 0.014 0.004
O -5.23 -1.384 10.739 -0.002 -0.004 0.007
O -0.458 -8.012 15.557 -0.001 0 0.009
O 2.219 -6.109 10.384 -0.002 0.001 0.01
O 3.798 -3.004 16.703 -0.003 0 -0.001
O 0.408 4.41 11.637 -0.002 0.003 0.013
O 5.543 -6.46 17.164 0.001 -0.001 0.002
O 4.251 -12.624 17.305 0.001 0.003 0.001
O 4.554 2.119 12.262 -0.002 0.012 0.015
O 2.133 -4.231 14.956 0.001 -0.001 0.008
O 5.777 2.701 9.969 -0.001 -0.008 0.02
O 5.65 -4.415 15.456 -0.003 0.009 0.01
O 1.713 -4.381 12.336 -0.003 -0.005 0.016
O 5.946 -6.932 14.572 -0.005 0 0.008
O 0.985 -6.435 13.895 0.001 0.001 0.009
O 10.49 -4.115 21.275 0.003 -0.001 0.005
O 8.432 -10.273 16.328 0.002 -0.001 -0.002
O 7.723 1.229 14.555 0.004 -0.009 -0.001
O 1.929 -12.305 18.501 -0.007 0.002 0.004
O 10.418 -8.715 15.732 -0.009 -0.006 0.007
O 8.301 -12.895 16.762 0.002 -0.005 0.003
O 3.945 -4.08 10.938 -0.001 0.001 0.01
O 9.654 5.007 13.904 0.003 -0.002 0.017
O -4.769 -3.814 9.825 0.006 0.012 0.017
O 9.581 -14.464 19.941 0.005 -0.003 -0.001
O 5.637 -1.736 15.314 -0.003 -0.004 0.001
O 3.042 -5.525 17.066 -0.005 0.012 -0.003
O 9.723 -15.03 16.116 -0.005 0.002 0.003
O 12.538 -7.61 16.546 -0.002 -0.002 0.009
O 8.375 5.561 11.322 -0.005 -0.001 0.015
O -0.312 -6.662 20.557 -0.001 0 0.003
O 0.291 -14.006 16.733 -0.001 0 0.003
O 0.665 -1.026 17.561 -0.003 -0.005 0.005
O 2.664 -14.725 17.554 0 -0.001 0.002
O 1.625 -15.67 15.228 0.003 0.001 -0.004
O -0.804 -6.98 17.96 0 0 0.007
O 9.533 1.086 10.132 0.004 0.001 -0.001
O 10.751 -9.204 20.815 0.003 0.003 0.001
O 1.163 -4.554 21.195 0 -0.002 0.003
O 9.498 -6.088 22.77 -0.007 0 0.011
O -0.475 -11.626 17.686 0.005 0.002 0.005
O 7.169 1.705 11.985 0 -0.014 0.023
O -0.328 -4.081 13.944 0.003 -0.001 0.005
O 6.217 -4.389 12.266 -0.005 0.008 0.005
O 4.033 -0.476 21.245 0.001 -0.003 0.002
O 2.912 4.172 12.335 0.01 -0.017 0.022
O 13.601 -12.942 15.824 0.002 0 0.007
O 6.367 -2.933 17.569 0.004 0.001 -0.004
O 4.04 3.233 14.621 -0.007 0 -0.004
O 12.093 -3.701 17.455 0.003 -0.001 0.002
O 8.684 -1.739 17.136 0.002 0.002 0.004
O 2.341 -1.236 10.118 -0.019 0.003 0.009
O 10.866 -0.599 18.232 -0.002 0.001 -0.001
O -1.003 -2.915 18.354 0.005 -0.001 0.004
O 4.059 -6.366 19.392 -0.001 0.001 0.004
O -4.486 3.174 12.342 0.002 -0.004 0.008
O 1.176 -2.323 19.808 0.002 -0.005 0.009
O 8.313 -10.488 20.588 -0.004 -0.001 -0.001
O 0.273 -8.907 13.198 -0.001 -0.003 0.008
O 1.328 -3.592 17.431 -0.001 0.004 0.001
O -2.524 2.516 10.505 0.003 -0.001 0.002
O -3.928 0.655 11.845 -0.002 -0.001 0.002
O 13.644 -13.836 18.328 0 0 0.001
O 12.889 -7.769 19.862 0.006 0.001 0.003
O -2.294 -5.607 13.091 0.004 0.004 0.012
O 3.938 -10.176 16.178 0.011 -0.012 0.004
O -2.159 0.152 9.384 -0.002 -0.007 0.011
O 0.54 -12.241 21.399 0.008 0.015 0.005
O 7.362 -15.595 20.844 0 0 0.005
O 3.353 -8.044 17.474 -0.006 -0.004 0.001
O 9.371 -9.82 22.906 0.001 0.005 0.008
O 3.926 -0.154 13.987 -0.003 -0.004 0.005
O 2.126 -8.503 15.11 0.003 -0.001 0.011
O 10.159 -4.237 15.658 0.001 0 0.008
O 1.615 -0.558 12.587 0.003 0.005 -0.005
O 7.379 -12.983 20.401 -0.002 0.003 0
O 7.882 -5.76 15.899 0 0 0.006
O 1.691 -3.697 9.655 0.003 0.015 -0.003
O 9.027 0.004 12.561 -0.006 -0.005 0.007
O -4.516 -5.661 11.658 -0.005 0.013 0.003
O 7.057 -11.221 18.411 0.002 -0.004 -0.005
O 6.246 4.155 12.127 -0.001 -0.012 0.002
O 7.66 -6.601 12.551 -0.001 0.003 0.002
O 2.217 1.808 13.483 0.001 -0.006 0.009
O 5.911 -2.29 10.68 -0.004 -0.003 0.003

Results
free energy: -279139.892 eV
free energy less fixed offsets of O -568.88, Si -635.61 eV per atom: -13.572 eV

The program warned: the cutoff lies below the one the program advises for these potential files; the forces do not sum to zero within the program's tolerance; the exchange-correlation potential is rough where the density is thin.
